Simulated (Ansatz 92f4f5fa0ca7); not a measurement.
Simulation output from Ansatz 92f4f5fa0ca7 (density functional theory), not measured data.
Periodic cell of 252 atoms, Si144O100N8, from a study of silicon, its oxide and their interface. The atomic structure is a simulated model.
This geometry differs little from another in the collection (a relaxation step or a small displacement).

Settings: functional r2SCAN; potential files Ansatz PAW; basis plane waves; wave-function cutoff 800 eV; density cutoff ratio 5; exchange-correlation grid ratio 1; k mesh 1 x 1 x 1, shifted by 0.5 0.5 0 of a step; self-consistency stop 1e-10 eV per atom in the density residual; occupations fixed; spin none; net charge 0.

Cell vectors (angstrom)
a  10.888  0  0
b  0  10.888  0
c  0  0  35.3074

Atoms: element, x, y, z (angstrom)
Si  -0.1693  0.564  0.1254
Si  2.5583  3.4761  0.3155
Si  0.6575  5.0315  0.2915
Si  3.0535  8.2269  -0.0311
Si  5.7586  0.1384  0.0131
Si  8.8909  2.1986  -0.0025
Si  5.6798  6.6402  -0.5085
Si  7.6857  8.9008  -1.2054
Si  1.5172  1.5901  1.4465
Si  4.3445  4.3953  1.7045
Si  1.572  6.8923  1.3469
Si  4.2646  9.657  1.3405
Si  7.0865  1.4224  1.3952
Si  9.6857  4.0162  1.3383
Si  6.0977  6.1937  1.6813
Si  9.6014  9.6553  1.2559
Si  0.0185  2.7128  2.8736
Si  2.8014  0.0406  2.6883
Si  0.031  8.1853  2.5853
Si  2.7337  5.5478  2.9369
Si  5.5857  2.7037  2.758
Si  8.2196  -0.0638  2.7883
Si  5.3671  8.1376  2.8097
Si  8.1318  5.3411  2.6117
Si  1.3541  4.1152  4.1888
Si  4.1628  1.3518  4.0683
Si  1.3718  9.5437  4.0225
Si  4.028  6.905  4.2863
Si  6.8946  4.0355  4.1578
Si  9.5453  1.312  4.165
Si  6.8201  9.463  4.1091
Si  9.5175  6.7897  3.9383
Si  0.0432  -0.0233  5.459
Si  2.7975  2.7156  5.4256
Si  -0.0496  5.4837  5.4553
Si  2.6322  8.2306  5.5619
Si  5.4525  -0.0336  5.4616
Si  8.206  2.6768  5.5426
Si  5.4826  5.4592  5.4404
Si  8.2237  8.1148  5.4056
Si  1.4214  1.3535  6.7721
Si  4.1218  4.0936  6.7835
Si  1.286  6.8227  6.8899
Si  4.0657  9.5556  6.8669
Si  6.803  1.3089  6.8517
Si  9.5647  4.0856  6.8512
Si  6.8559  6.7832  6.7876
Si  9.5489  9.4868  6.7931
Si  0.1044  2.7219  8.1451
Si  2.6699  0.0005  8.2185
Si  -0.0649  8.1851  8.2705
Si  2.7179  5.401  8.1485
Si  5.4617  2.7453  8.1564
Si  8.1661  -0.0875  8.1778
Si  5.4891  8.1523  8.1269
Si  8.1639  5.4226  8.1822
Si  1.3825  4.0857  9.6016
Si  4.0044  1.4579  9.4472
Si  1.3153  9.5276  9.6529
Si  4.1605  6.7365  9.4171
Si  6.8712  4.0299  9.5523
Si  9.63  1.2854  9.3892
Si  6.7801  9.4687  9.5978
Si  9.3996  6.8362  9.5801
Si  -0.1121  0.0574  11.0226
Si  2.7422  2.6968  10.9963
Si  -0.0954  5.4696  10.8342
Si  2.7945  8.03  10.7626
Si  5.3268  0.07  10.7034
Si  8.3458  2.5882  10.7726
Si  5.501  5.4427  10.845
Si  8.0704  8.1011  11.1135
Si  1.295  1.4408  12.4077
Si  4.3281  3.9895  12.1947
Si  1.3202  6.8108  12.1133
Si  3.9382  9.6084  12.0109
Si  6.9149  1.1888  11.9843
Si  9.615  3.9759  12.2226
Si  6.7863  6.5626  12.486
Si  9.3717  9.5561  12.4586
Si  0.4149  3.2597  13.6962
Si  2.1063  -0.5557  13.3467
Si  0.4481  8.6073  13.4036
Si  3.8735  4.965  14.2632
Si  5.2634  2.3075  15.1037
Si  7.7785  0.9006  15.4719
Si  5.2838  9.2151  13.8606
Si  7.864  4.7921  13.5401
Si  1.6095  5.328  13.9497
Si  6.2142  3.022  13.1577
Si  3.6642  10.4428  15.0735
Si  5.3218  6.9364  14.388
Si  8.6792  5.5587  15.7183
Si  10.0837  2.8044  15.6854
Si  7.4088  10.4303  13.5793
Si  11.4139  7.0624  15.1872
Si  8.4638  3.1688  32.32
Si  16.9477  -10.6241  27.9623
Si  4.731  9.6595  17.6305
Si  3.6048  3.6845  16.9943
Si  11.8542  13.1985  18.0816
Si  2.8371  5.8459  23.9323
Si  15.2579  18.1522  19.1788
Si  17.9502  0.656  20.3064
Si  6.1024  7.1454  16.6547
Si  9.9996  3.1506  27.7338
Si  8.9349  9.6221  19.3269
Si  12.4575  18.8112  19.8037
Si  12.2392  3.1804  23.2096
Si  5.8073  1.7242  17.8851
Si  13.6352  9.5839  22.1546
Si  8.0105  17.9332  22.487
Si  1.5212  -2.3594  24.7745
Si  10.2553  4.6217  18.04
Si  12.6144  9.142  17.0923
Si  10.2087  10.9856  17.0294
Si  16.2217  -0.2012  22.7207
Si  7.87  -5.6668  24.7303
Si  9.5181  20.1205  24.1925
Si  15.8154  -3.3147  22.1748
Si  8.8135  5.9358  27.3837
Si  9.4664  6.9182  19.7056
Si  12.9524  9.2175  27.7393
Si  6.0587  -6.2006  28.399
Si  23.562  13.6442  29.13
Si  14.1337  11.9746  27.3413
Si  4.4816  -12.6061  29.4316
Si  4.1472  2.1465  33.3854
Si  5.8493  -6.2996  32.6497
Si  7.5139  11.014  25.0853
Si  25.5157  1.7469  24.5085
Si  23.2462  1.2618  20.8805
Si  -0.2953  18.6074  29.103
Si  -6.279  17.3624  30.4298
Si  -1.3228  2.5753  24.8814
Si  -3.3383  2.3201  29.5099
Si  9.608  10.9283  21.6983
Si  20.6195  8.0854  32.0098
Si  2.8199  11.3097  31.0987
Si  10.5905  5.2701  32.5733
Si  12.9559  17.1366  17.5903
Si  15.8952  4.3542  25.49
Si  12.5993  16.5045  30.3301
Si  1.1604  -1.1489  33.1632
O  4.175  -3.6364  34.5648
O  -8.871  -1.3544  23.6029
O  6.682  -0.7168  34.2486
O  0.0681  5.3959  34.1183
O  4.9016  1.2572  34.4956
O  -2.5757  11.8387  21.3124
O  15.7304  13.7747  24.8246
O  12.7136  -3.8953  24.4208
O  0.1833  -2.3726  32.796
O  13.4398  2.4932  27.7213
O  0.6201  -15.3456  29.4626
O  1.0887  -5.5626  31.7749
O  5.694  5.1551  34.1439
O  6.7883  7.5619  34.0609
O  7.5467  6.3526  16.6312
O  11.3618  9.9821  16.4573
N  6.4832  1.7661  16.2882
O  -0.9466  10.6319  18.5806
O  5.3194  6.6113  18.0168
N  3.2876  9.7828  16.6551
O  5.9502  8.8065  16.889
O  10.8625  3.3566  18.8436
O  10.6965  2.8689  23.7209
O  12.3558  -1.7469  18.7164
O  15.5907  -9.754  28.0178
O  15.0029  12.0173  15.1514
N  15.2034  3.7181  15.4544
O  13.3611  10.9868  21.3911
O  11.0329  7.1833  20.0456
O  10.8266  19.6178  24.9598
O  25.4275  5.1896  25.1806
O  15.1381  11.7479  23.2803
O  7.434  -0.6717  19.4211
O  8.4641  6.2645  25.8289
O  14.1239  16.137  17.1291
N  9.4797  4.2156  16.5521
N  12.4714  -3.3688  16.5128
O  37.7573  8.0171  30.3836
O  3.5699  12.0158  32.3125
O  15.2946  19.7708  19.001
N  13.5808  6.8436  19.0648
O  2.1797  15.1153  29.6535
O  9.8443  6.7085  15.5438
O  11.5769  16.3528  17.7097
O  -2.0656  12.9453  14.9633
O  6.7636  12.7192  19.2115
O  2.1895  13.8211  17.231
O  1.8603  15.6164  23.249
O  8.4489  -1.1769  25.3004
O  6.265  16.0075  24.8394
O  22.4091  8.814  28.3597
O  10.8551  0.8716  21.2071
O  4.9249  6.9956  20.657
O  13.0507  -9.3005  30.1841
O  9.9061  8.3799  30.4217
O  7.4388  -5.4226  28.0865
O  9.493  9.5508  20.8502
O  20.7287  10.5041  23.2285
N  15.3195  9.2299  22.3935
O  19.8516  19.0145  18.7308
O  5.117  11.1596  18.0262
O  8.5694  14.7104  25.0154
O  3.9456  6.5458  22.9722
O  1.6662  13.5417  21.7002
O  4.6998  13.8197  17.9537
O  20.1743  5.5028  18.9635
O  23.3959  12.3053  19.2665
O  19.1014  5.6296  23.2206
O  14.3905  0.8009  25.784
O  10.3131  2.4139  26.3193
N  21.6747  12.577  16.8573
O  13.2122  9.1055  34.0955
O  2.295  13.2547  24.2197
O  -6.9902  -22.2583  30.3001
O  8.7261  21.701  16.3918
O  8.9427  8.0858  23.2532
O  17.2678  3.45  29.4055
O  8.4953  1.3631  24.6942
O  24.7432  24.7779  34.0905
O  11.0939  2.7496  28.837
O  24.7878  17.4026  30.5657
O  20.4701  -4.4087  32.182
O  8.3869  13.2381  33.7186
O  6.474  7.5199  22.6418
O  8.5987  13.5585  28.3427
O  17.8965  11.7408  29.125
O  3.2732  -2.3655  28.5579
O  -1.4699  -3.6445  28.0989
O  17.418  -0.2326  23.8255
O  9.9201  4.7518  27.497
O  5.2493  16.5897  31.6724
O  -5.7627  3.1513  32.584
O  17.5959  0.3558  26.4739
O  8.1789  -8.6284  31.0033
O  8.4849  -4.0138  20.9712
O  16.7094  11.26  21.2855
O  13.0027  -2.4822  21.2361
O  1.7028  10.3391  31.7575
O  8.4997  8.8984  32.6891
O  8.7093  30.659  35.3723
O  -5.8514  -5.173  29.081
O  7.4019  4.3791  32.3098
O  -5.5657  4.1621  27.0595
O  11.2509  0.0233  33.954
O  9.92  3.8483  32.2095
O  13.1066  19.717  26.1886
O  13.1463  -0.0727  27.8811
O  5.6494  9.6503  28.4063

Results
free energy: -152239.817 eV
free energy less fixed offsets of N -386.36, O -570.45, Si -639.56 eV per atom: -7.297 eV

Forces (eV/angstrom), in the order of the atoms: element, x, y, z
Si  0.0226  -0.0351  -0.0809
Si  0.0158  -0.0199  -0.0941
Si  -0.0315  0.0215  -0.102
Si  -0.009  0.0109  -0.0902
Si  0.0104  -0.0036  -0.082
Si  -0.0417  0.0093  -0.142
Si  0.0276  0.0027  -0.0924
Si  0.0292  -0.0201  -0.1055
Si  -0.0022  -0.0025  0.0087
Si  0  -0.0022  0.0008
Si  0.0069  0.0059  0.0105
Si  0.0026  -0.0012  0.0075
Si  0.0061  0.0037  0.006
Si  0.0073  -0.0029  0.0117
Si  0.001  -0.0112  0.0268
Si  -0.0333  -0.0263  -0.062
Si  0.0058  0.0057  -0.0036
Si  -0.0015  -0.0026  -0.0046
Si  0.0046  -0.0039  0.0068
Si  0.0032  0.0046  0.0051
Si  0.0012  0.0028  -0.0005
Si  -0.0015  0.0071  0.0007
Si  -0.0022  0.0043  0.0047
Si  0.0036  -0.0041  0.0025
Si  -0.0008  0.0017  -0.0054
Si  0.0026  -0.0023  -0.0045
Si  -0.0014  0.0002  -0.0077
Si  0.0038  -0.0067  -0.0119
Si  -0.0067  0.011  -0.0072
Si  -0.0023  -0.0005  0.0018
Si  -0.0016  0.0018  -0.0006
Si  0.0026  -0.0093  -0.0044
Si  0.0013  -0.0032  0.0011
Si  0.0022  -0.0001  -0.0038
Si  -0.0003  0.0042  -0.0033
Si  -0.0024  -0.0001  -0.001
Si  0.0001  0.0044  -0.0053
Si  -0.0018  0.001  -0.0053
Si  0.0037  -0.0013  0.001
Si  0.0031  -0.0005  0.0035
Si  -0.0025  -0.0003  -0.0055
Si  0.0018  -0.0007  -0.0078
Si  -0.001  -0.0039  -0.0027
Si  0  -0.0009  -0.0025
Si  -0.002  -0.0012  -0.0035
Si  0.0014  -0.0005  -0.0041
Si  -0.0032  -0.0013  -0.0086
Si  0.0004  0.003  -0.0057
Si  0.0019  -0.003  -0.0048
Si  -0.0021  -0.0008  -0.0073
Si  0.0015  0.0018  -0.005
Si  -0.0015  0.0005  -0.0034
Si  0  0.0014  -0.003
Si  0.0041  -0.0009  -0.0055
Si  -0.0002  -0.0012  -0.0064
Si  0.0035  -0.0028  -0.0049
Si  0.0015  -0.0013  -0.0055
Si  0.0024  -0.0016  0.0026
Si  -0.0002  -0.0069  -0.0031
Si  0.0054  -0.0022  -0.0003
Si  0.0036  0.0071  -0.0042
Si  -0.0005  0.0047  0.0039
Si  -0.0065  -0.0028  -0.006
Si  -0.0029  -0.002  0.0023
Si  -0.0105  0.0133  -0.0172
Si  -0.0017  -0.0042  -0.0094
Si  -0.0033  0.0045  -0.0047
Si  0.0096  -0.005  -0.0068
Si  -0.0047  0.0022  -0.0088
Si  0.0137  -0.015  -0.0092
Si  -0.0138  0.0079  -0.0108
Si  0.0057  -0.0034  -0.0108
Si  0.0017  -0.0103  0.0079
Si  0.0131  -0.0004  0.0172
Si  -0.0118  -0.0036  0.0148
Si  -0.0056  0.0039  0.0105
Si  -0.0063  0.0075  0.011
Si  -0.008  0.0144  0.0031
Si  0.0044  0.005  -0.0031
Si  0.0031  -0.0031  0.0036
Si  0.0128  -0.0071  -0.0017
Si  0.0081  0.0029  0.0175
Si  -0.0015  -0.0051  0.0185
Si  0.0087  -0.016  -0.0182
Si  0.004  0.0625  -0.0178
Si  -0.0002  -0.056  0.0067
Si  0.0119  0.0003  -0.0207
Si  -0.0024  0.0039  0.0178
Si  -0.0023  0.007  -0.0015
Si  -0.018  -0.0047  0.0058
Si  -0.0288  -0.0033  -0.0527
Si  0.012  -0.0032  0.0085
Si  -0.0231  0.006  -0.017
Si  -0.0052  0.0104  -0.0196
Si  0.0128  -0.0015  0.0134
Si  0.0128  0.005  -0.066
Si  -0.0224  -0.0174  -0.11
Si  0  -0.0008  0.0234
Si  -0.0083  -0.005  -0.005
Si  -0.0025  0.0104  -0.0148
Si  -0.0075  -0.0091  0.0185
Si  -0.0144  -0.0193  0.0669
Si  -0.0025  0.0253  0.0194
Si  0.0014  -0.0271  0.0437
Si  0.0293  0.0098  -0.0149
Si  0.0014  0.0062  0.0487
Si  -0.0309  -0.0009  0.0145
Si  -0.0066  0.005  0.0312
Si  -0.0079  0.0047  0.0836
Si  -0.0224  -0.0242  -0.0203
Si  0.0148  0.0388  0.0632
Si  0.0082  -0.0234  0.088
Si  -0.0051  -0.0007  0.0852
Si  -0.0048  0.0035  0.0085
Si  0.0145  0.0089  -0.0359
Si  -0.0306  -0.0038  -0.0286
Si  -0.0187  0.0045  0.0726
Si  -0.0288  0.0043  0.0792
Si  -0.0057  -0.0023  0.0696
Si  -0.0028  0.006  0.0846
Si  0.0093  0.0069  0.0352
Si  -0.0084  0.0071  0.0424
Si  -0.0029  -0.0028  0.0415
Si  -0.0102  0.0011  0.0292
Si  0.011  0.0083  0.0148
Si  -0.0008  0.0219  0.0564
Si  0.0028  0.0049  0.0016
Si  0.0286  -0.0001  -0.1048
Si  0.0065  0.0103  -0.0828
Si  -0.0065  0.0156  0.0846
Si  -0.0029  -0.0055  0.0864
Si  0.007  -0.0005  0.0707
Si  -0.0217  -0.0039  0.0176
Si  0.0246  -0.0116  -0.0179
Si  -0.0118  0.0067  0.0738
Si  -0.0037  0.0039  0.0084
Si  0.0122  0.0122  0.0701
Si  -0.0045  -0.0124  -0.0901
Si  -0.0088  0  -0.0606
Si  0.011  0.0356  -0.0933
Si  0.0075  0.006  -0.041
Si  0.0133  -0.0011  0.0699
Si  -0.0012  -0.0152  -0.0069
Si  -0.0048  -0.0134  -0.1231
O  -0.0155  0.0118  0.0515
O  -0.0062  -0.0003  -0.0333
O  -0.033  0.033  0.0672
O  0.0319  -0.0189  0.1423
O  0.0218  -0.0345  0.0673
O  -0.0114  -0.0058  -0.031
O  -0.0074  -0.0041  -0.0311
O  0.0045  0.0023  -0.0189
O  0.0334  0.0216  0.0402
O  0.002  -0.0132  -0.021
O  0.0021  -0.0121  -0.0066
O  -0.0093  0.0015  0.0264
O  0.0115  0.0288  0.0599
O  -0.0268  -0.0231  0.0409
O  -0.038  0.0149  -0.0164
O  0.0114  -0.0034  0.0083
N  -0.0113  0.0049  0.034
O  0.0111  0.0097  -0.011
O  -0.0081  -0.0164  0.0112
N  -0.0146  -0.0109  0.0432
O  0.0056  -0.0117  0.0083
O  -0.0041  0.0087  -0.0014
O  0.0126  0.0045  -0.0417
O  -0.0136  0.0058  0.0026
O  0.0001  0.0015  -0.0142
O  0.0102  -0.014  -0.0111
N  0.0053  -0.0206  0.0316
O  -0.0152  0  -0.0248
O  0.0157  -0.0023  -0.0113
O  -0.0117  0.0106  -0.0249
O  -0.007  0.0132  -0.0319
O  0.0125  -0.0235  -0.0368
O  0.0012  0.0204  0.0133
O  -0.0053  0.0002  -0.038
O  -0.0034  -0.0065  0.0328
N  0.0147  -0.0159  0.0227
N  0.0331  0.0252  0.0259
O  -0.0023  0.001  0.0099
O  0.0093  0.0136  0.0617
O  -0.0029  0.0003  -0.0022
N  0.0053  -0.0063  0.0098
O  -0.0102  -0.0023  0.0012
O  -0.0302  -0.0062  -0.0009
O  -0.0133  -0.0059  0.0202
O  0.0138  -0.0013  0.012
O  0.0066  0.0216  0.0009
O  -0.0079  -0.0011  -0.0018
O  0.0013  0.0014  -0.0216
O  0.0067  -0.0135  -0.0474
O  -0.0179  0.0062  -0.0308
O  0.0125  0.0083  -0.0385
O  -0.0086  -0.0017  -0.0142
O  0.002  -0.0198  -0.0362
O  0.0048  -0.0038  0.0241
O  0.0007  -0.0093  0.0303
O  -0.0148  -0.013  -0.004
O  -0.0015  -0.014  -0.014
O  -0.0085  0.0132  -0.05
N  0.0006  -0.0073  -0.018
O  -0.0006  0.0002  -0.0066
O  0.0156  0.0231  0.0126
O  0.0188  -0.0173  -0.0183
O  0.0221  0.0183  -0.0436
O  0.0028  -0.0094  -0.0551
O  0.0173  -0.0058  0.0075
O  0.0064  -0.0231  -0.0173
O  -0.0004  -0.003  -0.0526
O  -0.002  0.0282  -0.0632
O  0.0058  0.018  -0.0585
O  -0.0079  0.0033  -0.0474
N  0.0129  0.0016  0.0128
O  0.0427  -0.034  0.0905
O  -0.0192  0.0015  -0.0369
O  -0.0017  0.0001  0.0003
O  0.013  0.0255  -0.013
O  -0.0098  0.0055  -0.0367
O  -0.0043  0.0016  -0.011
O  0.0031  -0.0117  -0.0126
O  -0.0377  0.0344  0.1176
O  -0.0071  0.0038  -0.0205
O  0.0132  0.0082  0.0139
O  0.0205  -0.0135  0.0296
O  0.0243  -0.0216  0.1635
O  -0.0164  0.0085  -0.0236
O  0.0034  -0.0002  -0.0156
O  -0.0038  -0.0018  -0.0225
O  -0.0049  0.0025  -0.0119
O  0.0038  0.0004  -0.0014
O  -0.016  -0.0053  -0.0482
O  0.0085  -0.0115  -0.0311
O  0.0045  -0.0098  0.0315
O  -0.0343  -0.0153  0.0378
O  0.0043  -0.0011  -0.0319
O  0.0089  0.0212  0.0423
O  0.0106  -0.0076  -0.0316
O  0.0209  0.0135  -0.0555
O  -0.007  -0.0218  -0.0325
O  -0.0088  -0.0107  0.0543
O  -0.0222  0.007  0.0557
O  0.0537  0.026  0.0843
O  -0.0016  -0.0065  -0.0094
O  -0.003  0.0019  0.0156
O  -0.0024  -0.0001  -0.0413
O  -0.0472  0.0511  0.1243
O  0.0126  -0.022  -0.0054
O  -0.0071  0.0084  -0.0559
O  -0.0049  -0.0049  -0.0245
O  0.0007  0.0072  -0.0104

The program warned: the cutoff lies below the one the program advises for these potential files; the forces do not sum to zero within the program's tolerance; empty levels may hold ghost states of the PAW files; the exchange-correlation potential is rough where the density is thin.
